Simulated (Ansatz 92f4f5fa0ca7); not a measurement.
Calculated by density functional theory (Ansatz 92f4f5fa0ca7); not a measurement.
Periodic cell of 148 atoms, Si92O56, from a study of silicon, its oxide and their interface. The atomic structure is a simulated model.

Settings
functional: r2SCAN
potential files: Ansatz norm-conserving
basis: plane waves
wave-function cutoff: 1300 eV
density cutoff ratio: 4
exchange-correlation grid ratio: 1
k mesh: 2 x 2 x 1, shifted by 0.5 0.5 0.5 of a step
self-consistency stop: 5e-08 eV per atom in the density residual
occupations: Fermi-Dirac, 0.05 eV
spin: none
net charge: 0

Cell vectors (angstrom)
a  10.88  0  0
b  0  10.88  0
c  0  0  21.2214

Atoms and the computed forces on them: element, x, y, z (angstrom), force x, y, z (eV/angstrom)
Si  5.6466  0.1685  -1.584  -0.2308  0.1606  -0.6492
Si  3.2181  3.5465  1.1937  0.0888  -0.0352  -0.0709
Si  3.3325  7.8313  -0.22  0.5424  0.4199  -0.3978
Si  0.9096  12.3654  -0.6232  -0.4886  -0.0701  0.2357
Si  7.2765  1.1073  1.7703  0.3695  0.371  -0.6258
Si  8.4182  6.5095  -4.0361  0.4355  0.1587  -0.1365
Si  7.6808  5.932  -1.1193  -0.3317  0.027  -0.2164
Si  6.7022  12.5125  -3.0325  0.2813  0.2057  -0.1705
Si  1.7902  1.6518  1.5088  0.2803  0.0761  0.2633
Si  3.6721  4.8015  -0.7967  -0.1494  0.0021  0.1749
Si  0.6784  7.2898  1.1107  0.4751  -0.2145  -0.3306
Si  4.3166  9.4193  1.3533  -0.4255  0.1997  0.0914
Si  6.3184  4.3871  -2.0739  -0.2343  0.1026  -0.0022
Si  9.2563  5.3023  0.5012  0.5998  -0.3106  0.2706
Si  6.9704  7.5035  1.2473  -0.4784  0.0973  0.3601
Si  6.3513  10.33  0.4789  0.0768  -0.9994  0.6256
Si  0.0186  2.5292  2.7755  -0.0008  0.1832  -0.0276
Si  2.9037  -0.0642  2.6662  0.0257  0.0593  -0.0037
Si  -0.4713  8.6332  2.6891  -0.209  0.3096  0.3914
Si  2.6237  5.2489  2.7294  -0.3599  0.1221  0.2653
Si  5.6455  2.4542  2.8174  -0.2885  0.3956  -0.2039
Si  8.5681  -0.4653  2.9259  0.5473  -0.0089  0.3807
Si  5.3969  8.0812  2.8926  0.11  0.1114  -0.2961
Si  8.1959  5.8224  2.5609  0.1683  0.0396  -0.1552
Si  1.2508  4.0262  4.1858  0.0715  -0.0953  0.0029
Si  4.1758  1.2431  4.2375  -0.1662  0.0185  0.0491
Si  1.3221  9.5222  3.9299  0.2346  0.0923  -0.0688
Si  4.0452  6.5715  4.0513  0.0467  0.0864  0.1092
Si  6.9214  4.1271  3.862  -0.2038  0.2443  0.032
Si  9.6273  1.1839  4.2265  0.0298  -0.2056  0.0082
Si  6.8609  9.4434  4.2354  -0.1966  -0.1287  -0.0101
Si  9.5301  6.9233  4.1545  0.035  0.0127  0.1402
Si  0.1847  -0.0953  5.5559  -0.0893  0.161  0.0205
Si  2.6534  2.637  5.5142  0.1635  -0.0596  -0.0888
Si  -0.0284  5.4434  5.5608  -0.0644  0.0907  0.0548
Si  2.5598  8.0175  5.2632  -0.2282  -0.0591  -0.1556
Si  5.524  -0.0969  5.6501  -0.0164  0.0508  0.0485
Si  8.1253  2.6625  5.3296  0.2858  -0.228  -0.0503
Si  5.5376  5.3425  5.3634  -0.0712  -0.1841  -0.1003
Si  8.1503  8.1352  5.6624  0.0588  -0.0767  0.111
Si  1.4044  1.2711  7.0065  -0.0678  0.036  -0.113
Si  4.1149  4.0273  6.7199  0  0.1101  0.0518
Si  1.3419  6.8168  6.9806  0.7935  -0.0616  -0.1673
Si  3.9511  9.2723  6.6376  0.0328  0.2079  -0.1307
Si  6.9499  1.3385  6.9955  -0.2136  0.0767  0.1031
Si  9.4798  3.9122  6.7451  0.0348  -0.0563  -0.1466
Si  6.7204  6.7165  6.8762  -0.1878  -0.0797  -0.0211
Si  9.6208  9.5316  6.9514  0.0425  0.2211  -0.3943
Si  -0.474  2.2243  8.1407  0.1881  0.1981  0.0661
Si  2.8228  -0.2024  8.1655  -0.0787  -0.3029  0.0256
Si  -0.0908  8.1483  8.3913  -0.2543  -0.1386  0.6439
Si  3.1659  5.6616  8.2036  -0.4202  0.2018  -0.4749
Si  5.44  2.7497  8.2122  -0.2533  -0.3974  0.2082
Si  8.8503  0.4377  8.25  0.1099  -0.1838  0.398
Si  4.7424  7.531  7.96  0.0889  0.1214  0.0588
Si  8.0905  5.2432  8.0176  -0.0199  0.2584  -0.2023
Si  -0.2209  3.1209  10.3361  -0.4761  0.1812  0.0675
Si  4.1364  1.2408  9.4628  -0.5009  -0.0157  -0.3465
Si  1.7637  10.0192  10.1608  0.02  -0.0051  -0.2172
Si  10.7607  8.1836  11.6701  -0.6116  -0.6823  0.1407
Si  4.3909  4.4071  9.9623  0.4705  0.2657  -0.1368
Si  8.2846  0.3572  11.2531  -0.06  -0.2941  0.0275
Si  5.2914  8.1715  10.8512  0.0566  0.175  -0.4617
Si  9.5266  6.4659  9.4032  0.0591  -0.4472  0.2537
Si  1.6854  2.0756  11.0257  0.0175  -0.121  -0.1907
Si  5.248  0.242  11.3597  0.4465  -0.1466  -0.131
Si  0.6204  5.1919  9.6494  0.0021  -0.1931  0.1182
Si  4.3181  7.903  16.4234  0.0976  0.1336  -0.323
Si  7.3331  -4.6051  13.3178  -0.0384  0.2117  0.1956
Si  8.5969  2.6613  11.6164  0.1854  0.4487  -0.1407
Si  7.6239  6.3975  10.9691  0.4735  0.3024  0.0452
Si  3.8077  3.8718  12.2941  -0.2239  0.1096  0.0361
Si  2.4284  -1.8473  12.7827  -0.3828  0.1009  0.1395
Si  5.372  2.5653  13.4475  -0.0582  -1.1162  0.0094
Si  3.3086  6.2957  12.4692  -0.3467  0.0514  -0.4748
Si  3.0722  10.6883  15.148  -0.201  0.2555  -0.0438
Si  11.9503  6.068  11.7289  -0.1776  -0.3913  -0.316
Si  6.7505  4.4633  9.7433  -0.1692  0.4115  0.6424
Si  -0.5554  5.429  14.1468  0.4288  0.9197  -0.4386
Si  4.0765  8.5144  18.7392  -0.3529  -0.3253  0.6911
Si  -1.775  14.8519  15.4841  0.2007  -0.5615  0.3997
Si  4.0161  2.1315  16.8075  0.2843  0.1655  -0.5976
Si  -1.8138  1.0784  16.2506  0.3344  -0.5112  0.2056
Si  7.5625  3.3769  13.7752  -0.4662  -0.0423  -0.5055
Si  13.9608  12.1857  18.8142  0.0524  0.568  0.4577
Si  10.4957  7.9364  15.5414  0.423  0.1669  0.0696
Si  0.7574  10.3315  16.7429  -0.3085  -0.2845  -0.2009
Si  -6.9462  15.9234  17.4106  -0.0367  0.015  0.1514
Si  6.3997  18.6499  15.0663  -0.2131  0.2572  0.1404
Si  9.606  2.9809  22.0133  0.1539  0.1419  -0.4795
Si  19.2479  -0.9566  14.1354  0.2746  0.0396  -0.1947
Si  12.5913  10.3942  18.7826  -0.4758  -0.6487  -0.1392
O  0.3168  6.6908  -6.4588  -0.4017  -0.1729  -0.1293
O  3.7222  -4.6232  -0.0383  -0.1164  -0.1933  0.0212
O  0.7001  -0.0718  -1.1701  0.455  0.3184  -0.3268
O  10.3811  2.3087  -0.529  0.1178  -0.1189  0.3261
O  -5.3443  -5.9163  -3.4315  -0.002  -0.1789  0.3422
O  2.9764  -0.5479  -7.6473  0.0162  -0.1422  0.0538
O  5.6234  12.9791  -4.1703  0.0102  0.0022  0.3071
O  4.319  22.9108  -1.3019  0.0149  -0.2106  -0.0659
O  9.7709  7.3075  -4.3895  -0.3784  -0.1483  -0.1196
O  1.6246  17.2872  2.1056  -0.3667  0.2093  -0.3137
O  4.778  3.1127  1.5603  0.0197  -0.3284  0.275
O  7.4605  9.0275  0.7211  -0.5404  0.0441  -0.1332
O  10.6007  6.2703  0.2776  -0.3379  -0.3472  0.0539
O  6.5821  6.7937  -0.2071  0.4585  0.1872  0.2179
O  8.1525  13.1052  0.8743  -0.076  -0.1037  0.3001
O  4.8162  8.4789  9.3285  0.0306  -0.5189  0.4226
O  -8.4129  2.8224  12.2883  0.3099  0.0385  -0.2067
O  -4.1373  0.3442  10.745  -0.1038  -0.0627  0.0817
O  5.2189  1.0515  12.7673  -0.0312  0.4495  0.191
O  3.0844  7.6711  13.4269  0.2778  -0.0793  -0.2541
O  2.4557  8.9434  18.7589  0.1727  0.4499  -0.1084
O  11.3352  8.9076  9.9734  0.5023  0.2999  -0.2432
O  1.6064  11.1962  15.6621  0.2823  -0.2512  0.032
O  30.6597  -4.6702  13.8303  0.0515  -0.3485  0.1814
O  1.3114  -10.438  11.0748  0.4266  0.1351  -0.1165
O  14.5249  6.3514  16.4652  0.0563  0.0379  0.0458
O  14.4602  9.3363  15.9062  0.0337  -0.2226  0.1809
O  6.8772  7.8468  10.6867  -0.5367  -0.1338  -0.0908
O  9.717  2.5575  16.0626  -0.3727  0.0982  0.1525
O  5.1273  9.5246  11.7341  0.0327  -0.1648  0.0747
O  8.5419  4.9349  16.7087  0.0468  0.0754  -0.0344
O  -2.5876  6.7079  18.7869  -0.1438  -0.0556  0.0075
O  7.9509  1.0035  17.4014  -0.0412  0.2897  -0.2574
O  11.6663  -1.8278  12.7772  0.3507  0.099  0.0182
O  17.5345  4.8057  13.6367  0.5144  0.246  -0.0963
O  -1.8665  10.7616  9.8531  -0.2003  0.3758  -0.2872
O  7.1582  3.0181  18.9315  -0.2228  -0.309  -0.3004
O  -3.4729  14.0794  10.5723  0.1538  -0.1891  0.188
O  6.9417  9.2795  14.5888  0.013  -0.2315  0.041
O  8.5262  0.5244  14.8157  -0.0616  -0.0037  0.2186
O  13.5955  -1.738  11.1685  -0.0635  -0.1163  0.0868
O  2.7678  2.1807  9.7902  0.1749  0.0037  0.4293
O  11.1479  5.0127  12.8009  -0.0847  0.2587  0.443
O  -6.367  6.8396  11.4441  0.1654  0.5696  0.2399
O  10.1504  10.9113  16.804  -0.3002  0.2914  -0.2773
O  -6.9596  1.1758  15.4519  -0.044  -0.1543  0.3361
O  11.6968  -2.0628  16.1485  -0.3076  0.1328  -0.1812
O  -5.7725  9.7993  18.7022  -0.0653  0.2749  0.2991
O  -2.3556  10.2118  12.5276  -0.2283  0.043  0.0243
O  9.5168  8.8932  14.6515  -0.0604  -0.0189  0.0278
O  1.8893  24.0221  19.5093  0.3187  -0.2207  -0.1319
O  -7.3341  3.6928  16.5532  0.175  -0.0849  0.2195
O  -3.6605  7.2306  16.3914  0.1126  -0.0825  -0.0062
O  16.0328  15.0239  20.2592  -0.0165  0.0312  -0.4619
O  14.0074  5.06  18.8673  0.3605  -0.0313  -0.2338
O  12.5747  7.9851  21.2331  0.0761  -0.2062  0.3059

Results
free energy: -36808.854 eV
free energy less fixed offsets of O -463.61, Si -117.95 eV per atom: 4.706 eV
pressure: -0.81 GPa
stress xx, yy, zz, yz, xz, xy (GPa, positive in tension): -0.4, 1.23, 1.61, -0.21, -1.15, -0.44
